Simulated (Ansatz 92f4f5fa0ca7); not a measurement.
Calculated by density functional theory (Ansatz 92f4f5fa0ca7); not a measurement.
Periodic cell of 459 atoms, Si304O155, from a study of silicon, its oxide and their interface. The atomic structure is a simulated model.
Doubt: the cutoff is far below the 930 eV that the study's wrapper takes by default for these files, so forces and energies are approximate.
This geometry differs little from another in the collection (a relaxation step or a small displacement).

Settings
functional: PBE
potential files: Ansatz PAW
basis: plane waves
wave-function cutoff: 580 eV
density cutoff ratio: 5
exchange-correlation grid ratio: 1
k mesh: 1 x 1 x 1, Gamma-centred
self-consistency stop: 5e-08 eV per atom in the density residual
occupations: fixed
spin: none
net charge: 0

Cell vectors (angstrom)
a	15.4691	0	0
b	0	15.4691	0
c	4.0816	-3.4313	34.3054

Atoms and the computed forces on them: element, x, y, z (angstrom), force x, y, z (eV/angstrom)
Si	12.389	-3.521	24.315	-0.002	0	-0.002
Si	12.433	-7.347	24.282	-0.001	0	0.001
Si	4.636	-3.469	24.051	0.002	-0.001	0
Si	4.832	0.532	24.205	0	-0.001	-0.001
Si	4.559	-10.925	24.121	-0.001	-0.002	-0.003
Si	4.7	-7.345	24.425	-0.001	0.004	-0.004
Si	7.76	-3.393	24.218	0	-0.002	0.002
Si	7.248	0.55	24.251	0.001	0	0.003
Si	7.704	-11.169	24.178	0.002	0	-0.002
Si	7.134	-7.326	24.09	0	-0.001	0.001
Si	12.421	0.298	23.972	0.001	0	0
Si	12.436	-11.163	24.207	0.002	0.001	0.003
Si	-0.643	-3.48	24.148	0	-0.001	0.001
Si	-0.566	0.378	23.928	0	0	0
Si	-0.578	-11.139	24.03	0	0	-0.001
Si	-0.628	-7.222	24.116	0.001	0	-0.001
Si	4.159	-1.473	25.306	0.001	0	0.002
Si	4.103	2.485	25.317	-0.001	0.002	0.001
Si	4.226	-9.223	25.707	-0.002	-0.001	-0.001
Si	4.175	-5.32	25.463	0	0	0.001
Si	7.907	-1.405	25.453	-0.001	0	0.002
Si	7.885	2.399	25.551	-0.001	0.001	0.001
Si	7.914	-9.175	25.41	0	0	0
Si	7.879	-5.432	25.395	0	0.001	0
Si	11.895	-1.509	25.444	0.002	0	0.002
Si	11.883	2.273	25.298	0	0	-0.001
Si	11.927	-9.271	25.532	0.001	-0.002	-0.005
Si	11.877	-5.44	25.547	-0.001	0	0.001
Si	0.066	-1.501	25.284	-0.001	0	0.002
Si	0.055	2.338	25.209	-0.001	-0.001	0.001
Si	0.103	-9.206	25.282	-0.002	-0.001	0
Si	0.081	-5.358	25.398	-0.001	0.001	0.001
Si	2.116	-1.493	26.58	0	0	0
Si	2.075	2.374	26.578	0	0	-0.001
Si	2.083	-9.229	26.698	0	0	0.001
Si	2.12	-5.351	26.673	0	0	0
Si	5.99	-1.482	26.839	0	-0.001	-0.004
Si	5.94	2.446	26.875	0.001	-0.003	-0.002
Si	6.141	-9.251	26.999	0.003	0.001	0
Si	6.045	-5.339	26.893	-0.001	-0.001	-0.004
Si	9.896	-1.461	26.734	-0.001	0.001	0.001
Si	9.932	2.339	26.712	-0.001	0	0
Si	9.895	-9.211	26.734	-0.003	0	0.003
Si	9.847	-5.42	26.742	0	0	-0.001
Si	13.767	-1.517	26.866	0	0.001	-0.005
Si	13.737	2.321	26.779	0.001	-0.002	-0.003
Si	13.816	-9.245	26.898	0.003	0.002	0
Si	13.762	-5.392	26.945	0.001	0	-0.005
Si	2.125	-3.405	28.048	-0.001	0	-0.001
Si	2.127	0.439	28.013	0	0	0
Si	2.096	4.282	28.054	0	0	-0.001
Si	2.134	-7.288	28.083	0	0.001	0
Si	6.017	-3.399	28.214	-0.001	0.001	0.003
Si	5.974	0.463	28.172	-0.001	0.003	0.004
Si	6.028	4.294	28.297	-0.001	0	0.002
Si	6.047	-7.271	28.243	-0.001	0	0.003
Si	9.869	-3.435	28.084	0	0	-0.001
Si	9.901	0.442	28.139	0.001	0	0
Si	9.9	4.294	28.087	0.001	0	-0.001
Si	9.897	-7.311	28.154	0	0	0
Si	13.754	-3.434	28.229	-0.001	-0.001	0.005
Si	13.765	0.427	28.186	0	0.002	0.002
Si	13.764	4.254	28.17	-0.001	0	0.003
Si	13.783	-7.327	28.253	0	-0.001	0.003
Si	4.042	-3.426	29.5	0	0	0
Si	4.03	0.439	29.494	0.001	0	-0.001
Si	4.022	4.304	29.513	0	0.001	0.001
Si	4.061	-7.3	29.511	0	0	-0.001
Si	7.97	-3.423	29.522	0	0	0
Si	7.944	0.444	29.504	0	0	-0.001
Si	8.002	4.287	29.541	0	0	0
Si	7.984	-7.294	29.552	0	0	-0.001
Si	11.785	-3.432	29.515	0	0	-0.001
Si	11.82	0.437	29.527	-0.001	0	-0.001
Si	11.814	4.303	29.505	0	0	0
Si	11.817	-7.303	29.54	0	0	-0.001
Si	0.244	-3.425	29.519	0	0	0
Si	0.247	0.438	29.499	0	0	0
Si	0.224	4.286	29.516	0	0	0
Si	0.259	-7.296	29.542	0	0	-0.001
Si	0	1.934	2.05	-0.087	0.043	0.123
Si	0	5.801	2.05	-0.041	0.04	0.026
Si	0	-5.801	2.05	-0.171	-0.096	-0.028
Si	0	-1.934	2.05	-0.077	0.021	-0.062
Si	3.867	1.934	2.05	-0.107	0.059	0.016
Si	3.867	5.801	2.05	0.116	0.021	0.086
Si	3.867	-5.801	2.05	-0.014	-0.029	0.001
Si	3.867	-1.934	2.05	0.093	-0.02	0.014
Si	7.734	1.934	2.05	0.009	0.169	0.016
Si	7.734	5.801	2.05	-0.173	-0.025	-0.012
Si	7.734	-5.801	2.05	-0.124	-0.197	-0.166
Si	7.734	-1.934	2.05	-0.14	0.003	-0.102
Si	-3.867	1.934	2.05	0.153	0.1	0.106
Si	-3.867	5.801	2.05	0.215	0.007	0.043
Si	-3.867	-5.801	2.05	0.123	-0.069	-0.03
Si	-3.867	-1.934	2.05	0.209	-0.009	0.003
Si	-1.93	1.925	3.464	0	0	0
Si	-1.92	5.779	3.449	0	0.001	0.002
Si	-1.937	-5.784	3.445	-0.001	0	0.001
Si	-1.92	-1.894	3.446	0	-0.001	0
Si	1.925	1.976	3.42	0	0.003	-0.001
Si	1.936	5.844	3.404	0	0	0
Si	1.92	-5.821	3.398	0	-0.001	0
Si	1.929	-1.97	3.394	0	-0.001	0
Si	5.794	1.924	3.415	0	0	0
Si	5.802	5.781	3.453	0	0	0.001
Si	5.802	-5.819	3.421	0.001	0	0.001
Si	5.804	-1.918	3.439	0	0.001	0.001
Si	9.677	1.986	3.406	0	0.004	-0.002
Si	9.667	5.814	3.381	0	0.001	-0.001
Si	9.662	-5.871	3.378	0	-0.003	-0.001
Si	9.667	-1.96	3.376	-0.001	-0.002	-0.002
Si	-1.913	0.011	4.894	-0.001	0.001	0
Si	-1.893	3.847	4.87	0.001	-0.001	-0.001
Si	-1.939	-7.742	4.802	0.001	-0.001	-0.001
Si	-1.922	-3.817	4.811	0	-0.001	-0.002
Si	1.936	-0.014	4.69	0	0	0.004
Si	1.916	3.957	4.787	0.002	-0.003	-0.001
Si	1.935	-7.714	4.808	0.005	0.003	0
Si	1.874	-3.919	4.76	-0.002	0.001	0.001
Si	5.831	0.028	4.823	-0.001	0	0.001
Si	5.79	3.818	4.824	-0.003	-0.002	-0.004
Si	5.787	-7.742	4.822	0.002	0.001	0.001
Si	5.784	-3.879	4.771	0.001	-0.001	-0.002
Si	9.691	0.006	4.666	0	0	0.005
Si	9.708	3.953	4.783	0.002	-0.005	-0.002
Si	9.645	-7.779	4.79	-0.001	0.004	0.001
Si	9.633	-3.945	4.673	0	0.002	0
Si	0.109	0.049	6.19	0.003	-0.003	-0.001
Si	0.045	3.954	6.274	-0.001	-0.002	0
Si	-0.004	-7.675	6.173	-0.005	-0.004	0.004
Si	-0.003	-3.844	6.235	0.004	0.003	0.003
Si	3.836	0.013	6.087	-0.001	0.001	-0.001
Si	3.825	3.899	6.187	-0.003	0	-0.001
Si	3.854	-7.71	6.215	-0.005	-0.009	0.001
Si	3.819	-3.97	6.076	-0.001	0	0.004
Si	7.84	0.014	6.114	0.001	-0.001	-0.001
Si	7.765	3.817	6.129	0.001	0.004	0.005
Si	7.724	-7.764	6.191	-0.001	0.004	-0.003
Si	7.742	-3.922	6.092	0.001	0	0.001
Si	-3.947	0.011	6.162	-0.001	0.002	-0.002
Si	-3.839	3.937	6.224	-0.002	0.002	0
Si	-3.899	-7.819	6.155	0	-0.001	-0.001
Si	-3.935	-3.85	6.038	-0.001	0.002	0.001
Si	0.798	1.989	7.394	0.001	0.003	0
Si	-0.124	5.945	7.656	0.003	0.006	0.003
Si	-0.002	-5.771	7.624	0	0.002	-0.002
Si	0.463	-1.891	7.521	0.001	-0.002	-0.005
Si	3.212	1.926	7.338	0.002	-0.002	0.001
Si	3.719	5.82	7.595	0.006	0.009	0.007
Si	3.874	-5.773	7.635	0	0.005	-0.003
Si	3.6	-2.008	7.29	-0.003	-0.002	-0.001
Si	8.543	1.913	7.352	0	-0.001	-0.001
Si	7.473	5.724	7.491	-0.001	-0.004	0.007
Si	7.746	-5.807	7.545	0.002	-0.001	-0.004
Si	8.293	-1.971	7.294	-0.002	0.001	0.001
Si	-4.472	1.978	7.39	0.002	-0.002	0.001
Si	-3.754	5.821	7.749	0.001	0	0.007
Si	-3.836	-5.808	7.351	-0.002	0	-0.001
Si	-4.667	-1.96	7.271	0.001	-0.004	0.001
Si	-1.939	6.757	9.029	-0.004	-0.003	-0.001
Si	-2.01	-6.315	8.744	0.004	0.002	0.014
Si	1.811	6.218	8.943	-0.001	-0.003	-0.01
Si	1.939	-6.079	8.98	-0.002	-0.002	0.005
Si	5.599	6.129	8.953	-0.004	-0.005	-0.018
Si	5.848	-6.116	8.946	0	-0.002	0.009
Si	8.919	5.341	9.227	0.001	0.002	-0.008
Si	-5.692	-5.675	8.74	0.001	0	0.003
Si	4.082	-5.365	30.887	-0.209	0.04	-0.129
Si	4.082	-1.498	30.887	-0.239	0.047	-0.151
Si	4.082	2.369	30.887	-0.281	-0.036	-0.111
Si	4.082	-9.232	30.887	-0.28	0.005	-0.053
Si	7.949	-5.365	30.887	0.183	0.124	0.125
Si	7.949	-1.498	30.887	0.102	0.115	-0.042
Si	7.949	2.369	30.887	0.193	-0.148	0.14
Si	7.949	-9.232	30.887	0.184	-0.077	0.114
Si	11.816	-5.365	30.887	-0.105	0.046	0.048
Si	11.816	-1.498	30.887	-0.122	-0.02	0.01
Si	11.816	2.369	30.887	-0.078	0.059	-0.003
Si	11.816	-9.232	30.887	-0.071	-0.101	0.046
Si	0.214	-5.365	30.887	0.206	0.091	0.063
Si	0.214	-1.498	30.887	0.192	0.085	-0.063
Si	0.214	2.369	30.887	0.193	-0.112	-0.011
Si	0.214	-9.232	30.887	0.174	-0.113	-0.013
Si	6.015	-5.365	32.254	0.008	0.029	-0.052
Si	6.015	-1.498	32.254	0.024	0.004	-0.055
Si	6.015	2.369	32.254	0.015	0.02	-0.063
Si	6.015	-9.232	32.254	0.017	-0.069	-0.05
Si	9.882	-5.365	32.254	-0.006	0.021	0.057
Si	9.882	-1.498	32.254	-0.004	0.069	0.038
Si	9.882	2.369	32.254	-0.03	-0.064	0.04
Si	9.882	-9.232	32.254	-0.009	-0.029	0.045
Si	-1.719	-5.365	32.254	-0.011	0.033	-0.026
Si	-1.719	-1.498	32.254	-0.009	-0.009	-0.034
Si	-1.719	2.369	32.254	0.004	-0.005	-0.035
Si	-1.719	-9.232	32.254	-0.005	-0.009	-0.024
Si	2.148	-5.365	32.254	-0.018	0.01	0.056
Si	2.148	-1.498	32.254	0.003	0.017	0.048
Si	2.148	2.369	32.254	0.002	-0.009	0.043
Si	2.148	-9.232	32.254	0.003	-0.028	0.052
Si	6.015	-3.431	33.621	-0.023	0.003	0
Si	6.015	0.436	33.621	-0.016	-0.015	0.008
Si	6.015	4.303	33.621	-0.03	-0.014	0.029
Si	6.015	-7.298	33.621	-0.019	0.023	0.003
Si	9.882	-3.431	33.621	0.017	0.018	-0.003
Si	9.882	0.436	33.621	0.036	0.028	-0.005
Si	9.882	4.303	33.621	0.013	-0.001	-0.025
Si	9.882	-7.298	33.621	0.008	-0.033	-0.013
Si	-1.719	-3.431	33.621	0.015	0.006	0.004
Si	-1.719	0.436	33.621	-0.021	0.001	0.011
Si	-1.719	4.303	33.621	0.011	-0.015	0.018
Si	-1.719	-7.298	33.621	0.002	0.012	0.015
Si	2.148	-3.431	33.621	0.011	0.008	0.001
Si	2.148	0.436	33.621	0.001	0.04	-0.013
Si	2.148	4.303	33.621	0.012	-0.008	-0.023
Si	2.148	-7.298	33.621	-0.011	-0.044	-0.017
Si	0	0	0.683	0.012	-0.006	0.014
Si	0	3.867	0.683	-0.057	-0.006	0.007
Si	0	7.734	0.683	-0.129	0.006	-0.015
Si	0	-3.867	0.683	-0.097	-0.007	0.003
Si	3.867	0	0.683	-0.049	0.005	0.009
Si	3.867	3.867	0.683	0.049	-0.01	-0.012
Si	3.867	7.734	0.683	0.075	0.002	-0.016
Si	3.867	-3.867	0.683	0.093	-0.005	-0.006
Si	7.734	0	0.683	-0.012	0.001	0.015
Si	7.734	3.867	0.683	-0.076	-0.027	-0.014
Si	7.734	7.734	0.683	-0.11	0.032	-0.037
Si	7.734	-3.867	0.683	-0.048	0.019	0.002
Si	-3.867	0	0.683	0.017	-0.01	0.02
Si	-3.867	3.867	0.683	0.091	-0.013	-0.009
Si	-3.867	7.734	0.683	0.164	0.019	-0.018
Si	-3.867	-3.867	0.683	0.073	0.009	0.008
Si	0.252	-2.956	21.158	-0.004	0.001	0
Si	0.379	0.026	21.737	-0.001	0	0.002
Si	0.597	-9.982	21.416	0	-0.001	0.002
Si	-0.928	-7.425	21.025	0	0	0.001
Si	3.463	-3.05	21.223	0.01	0.001	0.001
Si	3.572	-0.036	21.426	0	-0.002	-0.001
Si	3.212	-8.906	22.244	0.001	0	0.001
Si	4.767	-7.715	19.966	0.001	0	0.001
Si	9.599	-5.684	20.668	0	-0.001	0.002
Si	8.621	1.664	21.646	-0.005	0.013	0.005
Si	8.957	-11.537	22.205	0.002	0	0.002
Si	7.339	-7.356	21.685	-0.001	-0.001	0.001
Si	11.244	-0.134	21.866	0.001	-0.005	0.006
Si	11.262	-10.804	22.193	-0.006	-0.001	0.002
Si	10.254	-3.157	22.13	0	-0.001	0.004
Si	11.695	-7.635	22.067	-0.002	-0.001	0.001
Si	-2.836	2.211	10.194	0	-0.001	-0.002
Si	-0.186	-1.154	10.414	0.002	0.002	-0.001
Si	0.21	1.943	9.662	0	-0.001	-0.001
Si	-0.645	-5.682	13.297	0	0	-0.003
Si	5.146	1.351	9.647	-0.002	-0.001	-0.003
Si	5.969	-1.479	9.209	0.002	0.001	-0.001
Si	7.881	2.414	9.529	0.002	0.003	-0.004
Si	-4.684	-2.983	10.024	-0.002	-0.001	-0.002
Si	-2.54	-0.357	12.097	-0.004	-0.001	-0.003
Si	13.699	0.197	15.035	-0.001	-0.001	0
Si	0.838	-1.595	15.372	0	0	-0.001
Si	2.16	-5.127	12.005	0	-0.003	0.001
Si	2.054	-2.034	12.435	-0.007	0.001	0
Si	4.917	-0.695	11.839	0.004	-0.001	-0.002
Si	6.615	-10.5	16.083	0	0.001	-0.001
Si	6.576	2.877	13.729	-0.001	0	-0.002
Si	6.847	-5.627	11.808	0	0.003	-0.001
Si	-4.209	3.364	12.481	0.001	0.007	-0.008
Si	8.881	1.347	12.23	-0.007	-0.005	0
Si	8.586	-3.996	13.569	0	-0.001	-0.004
Si	1.996	4.063	11.292	-0.001	0	-0.004
Si	4.355	0.824	18.538	-0.002	-0.001	0
Si	-1.706	-8.579	12.329	0	0	-0.001
Si	2.021	-12.811	17.682	0	0	0.001
Si	-5.462	-1.477	12.398	0.001	-0.002	-0.001
Si	0.27	4.893	13.742	0.003	0.001	-0.002
Si	-4.686	-9.237	13.133	-0.001	0	-0.004
Si	7.53	-3.757	16.457	0	-0.001	0.001
Si	-0.495	1.674	19.19	0.002	0	0.002
Si	4.522	-4.161	16.277	0.001	0.001	0.002
Si	2.378	-10.909	18.896	0.002	0.001	0
Si	8.11	-0.686	16.558	-0.001	-0.001	0.001
Si	0.274	-5.18	19.126	0.001	0.002	0.003
Si	8.036	-10.259	20.48	-0.001	-0.001	0.003
Si	11.83	-10.51	17.061	-0.002	0.004	0
Si	3.407	-5.07	18.989	-0.001	0.001	0.004
Si	11.135	-0.92	16.578	0	0	-0.001
Si	5.395	-10.341	18.856	0.001	0.001	0.001
Si	9.117	-7.706	11.018	0.003	-0.002	-0.002
Si	4.933	4.736	11.795	0	0.001	-0.002
Si	10.773	-7.984	15.751	0	0	0
Si	-2.716	-4.831	11.531	0.001	-0.004	-0.001
Si	12.284	0.624	19.064	-0.001	0	0
Si	9.807	-5.783	17.54	-0.001	0	0
Si	-4.351	-5.516	13.993	0	-0.001	-0.002
Si	3.671	-1.135	16.435	-0.001	-0.001	0
Si	5.686	0.183	14.582	0.002	0.003	-0.003
Si	8.914	-11.148	17.737	0	0.001	0.001
Si	4.459	-6.122	13.755	-0.002	-0.001	-0.003
Si	-0.522	-4.37	16.186	-0.001	0	-0.001
Si	7.482	1.556	18.614	0.002	0.002	-0.004
Si	11.921	-3.9	16.354	0	0	0
Si	4.544	-9.11	14.461	0.001	0	0
Si	12.646	-11.947	19.544	-0.001	0.001	0.003
Si	-2.117	3.2	14.884	0.001	0.003	0
Si	2.103	-10.436	16.061	-0.001	0.001	0
O	1.863	-2.945	21.103	-0.009	0.005	-0.007
O	-0.262	-3.653	22.536	-0.002	-0.003	0.003
O	2.011	-0.059	21.913	-0.002	-0.001	-0.002
O	-0.089	-11.082	22.42	-0.001	0	0.001
O	1.599	-9.076	22.344	0	0	-0.001
O	3.55	-8.529	20.694	-0.001	-0.001	0
O	-0.322	-6.964	22.484	0	0	0.001
O	3.793	-3.738	22.663	0.001	-0.003	0.009
O	4.446	0.664	22.594	0.002	0.003	0.004
O	3.832	-10.352	22.735	0.001	0	0.002
O	6.123	-11.13	23.628	0.001	0.001	0.001
O	3.703	-7.619	23.11	0.003	-0.001	0.003
O	11.639	-3.67	22.83	0.003	0	0.002
O	8.935	-3.343	23.069	-0.002	0.001	-0.001
O	10.131	1.04	21.666	0.011	0	-0.008
O	7.711	0.751	22.665	-0.005	-0.007	0.005
O	10.512	-6.599	21.658	0.001	-0.001	-0.001
O	-3.298	3.476	11.126	0	0.001	0.002
O	-0.383	-1.852	8.944	0	-0.001	-0.002
O	2.074	-1.953	7.956	0	0	0
O	3.782	1.842	8.911	-0.002	0	-0.001
O	4.739	-2.255	8.466	-0.004	-0.002	-0.001
O	6.232	2.576	9.621	-0.002	0.001	0.003
O	7.436	-2.011	8.747	0.003	-0.001	-0.001
O	-3.837	2.013	8.928	-0.002	-0.001	-0.002
O	-4.971	5.541	8.845	0	0	-0.001
O	-4.034	-2.12	8.804	0	0.002	-0.002
O	-5.635	-4.2	9.495	-0.001	-0.001	0
O	0.456	-3.134	15.768	0.001	0.001	0
O	-2.889	0.845	11.067	-0.002	0.002	-0.001
O	13.697	1.748	15.55	0	-0.001	0.001
O	4.204	-2.599	15.997	-0.001	0.002	0
O	0.879	-9.905	15.112	0.001	0	0.002
O	0.1	1.19	20.628	0	0	-0.001
O	-0.425	-6.481	19.806	-0.002	-0.004	0.001
O	4.111	-1.557	21.178	0.002	0.002	-0.002
O	4.263	-0.699	17.909	0	0	-0.001
O	3.792	0.822	20.066	0	-0.001	0.001
O	-1.236	-12.357	19.483	0.003	-0.001	-0.002
O	5.807	-7.269	21.131	0	0	0
O	8.607	-4.768	17.129	0.001	-0.001	0
O	9.744	-6.136	19.119	0	0	0
O	8.013	-8.691	20.988	-0.001	0.001	-0.001
O	-3.057	-9.119	13.074	0	0	0.001
O	11.731	-8.909	16.709	-0.001	0	0
O	-3.718	-4.218	14.758	0	0	0.001
O	12.233	-0.037	20.561	0.004	-0.001	-0.003
O	11.36	-0.204	18.027	0	0.001	0
O	11.784	2.193	19.087	-0.002	-0.002	-0.001
O	12.179	-11.542	21.044	0	0	0.001
O	10.378	-11.278	17.031	-0.003	-0.002	-0.001
O	11.153	-9.18	21.885	0.001	0.002	-0.001
O	12.918	-7.352	21.02	0.001	0	-0.001
O	-0.449	-9.454	12.837	-0.002	0.003	-0.001
O	1.238	2.787	10.618	-0.001	0	0.001
O	-0.773	3.723	14.15	-0.002	-0.004	0.003
O	-2.195	-5.74	10.29	0	-0.004	-0.014
O	-1.549	-1.363	11.281	0.001	-0.004	0.002
O	7.604	-3.738	14.83	-0.002	0.001	0.001
O	1.731	5.371	10.351	0	0	0.005
O	4.827	0.802	11.153	-0.001	0.005	0
O	1.923	-7.673	9.437	0	0.003	0
O	2.426	-3.608	12.506	0.002	-0.008	0.004
O	5.793	-0.69	13.207	0.001	-0.001	0.001
O	5.833	0.112	8.804	0.001	0.001	0
O	5.762	-7.731	9.299	0.001	0.003	0.001
O	5.533	5.394	10.428	0.002	0	0.008
O	5.998	-9.277	15.201	0	0	0
O	6.009	-5.346	10.42	-0.001	0	-0.005
O	5.734	-1.674	10.81	0.002	-0.002	0.002
O	-1.844	-8.793	10.705	0	0	-0.001
O	8.301	1.349	10.703	0	-0.004	-0.002
O	8.629	3.843	9.848	0.001	-0.001	0.002
O	8.53	-9.096	10.43	0	-0.001	0.003
O	-5.548	-6.865	9.875	0	0.002	-0.001
O	9.05	-0.201	12.688	-0.001	0.003	0.002
O	-5.643	-1.97	10.858	-0.001	-0.001	-0.002
O	-1.752	0.204	13.404	0.001	0.002	0.004
O	1.456	4.268	12.815	0.001	0	0.001
O	1.979	-5.198	10.38	0	-0.002	-0.006
O	3.48	-10.009	15.303	0.001	0	0.001
O	4.288	-0.116	15.339	-0.003	-0.001	0.002
O	7.019	-0.136	15.472	0	0	0.001
O	1.935	-12.077	16.193	0	-0.001	0
O	6.046	3.767	12.481	0	0	0
O	-5.303	-9.024	14.638	0	-0.001	0
O	-3.308	3.062	13.792	0.004	-0.001	0.006
O	-3.889	-1.1	12.625	0.002	0	0.002
O	-5.156	2.077	12.281	0.003	-0.005	0.005
O	10.453	-1.577	21.789	0	0.002	-0.001
O	5.622	-10.89	17.334	-0.001	0	0.001
O	1.866	-5.342	19.397	0.002	0	-0.001
O	5.845	1.5	18.49	-0.004	0.002	-0.003
O	0.876	-5.759	12.767	0.001	0	0.002
O	6.56	-10.784	19.93	0.001	0	-0.001
O	3.407	-1.186	12.154	0.006	0.003	0.001
O	-5.308	-8.079	12.193	-0.001	0	0.001
O	9.497	-5.316	13.925	0	-0.002	0.002
O	8.151	-12.6	17.883	0	0	-0.002
O	8.045	0.207	17.913	0.003	-0.003	-0.002
O	0.031	-5.149	17.512	0.001	-0.001	-0.001
O	12.415	-10.664	18.573	0.001	0.002	0.002
O	7.875	-6.857	11.583	0	-0.002	0.003
O	-0.279	-3.809	19.862	-0.001	0	-0.002
O	6.87	3.737	15.065	0.001	-0.001	0.001
O	5.938	-6.059	13.085	0.002	0	0.001
O	4.033	-3.918	19.97	0.003	-0.002	-0.004
O	12.865	-11.236	16.039	0.004	-0.003	-0.004
O	7.934	2.125	13.277	-0.001	0	0.003
O	-5.087	4.726	12.654	-0.001	0.001	0.002
O	3.483	-4.668	17.419	-0.001	0	0
O	8.068	-5.98	21.16	0	0	-0.001
O	-3.813	-5.606	12.463	0.001	0	0.001
O	-0.229	-1.39	21.134	0	0.002	-0.001
O	0.673	1.8	18.064	-0.002	-0.001	0
O	9.551	-2.698	13.373	0.002	0.001	0.001
O	5.411	-8.703	18.839	-0.001	0.001	0
O	8.045	-10.143	16.775	0	-0.001	0
O	1.043	-1.863	11.184	-0.004	0.001	-0.004
O	7.924	1.533	20.176	-0.003	0	0.001
O	2.036	-1.094	16.377	0	0	0
O	9.649	-0.548	15.991	0.001	0	0
O	13.507	-3.756	16.634	-0.001	0	0
O	0.177	0.425	10.257	0.001	0.002	0.001
O	-3.923	-6.844	14.851	0	0.001	0.001
O	-1.396	-7.067	12.865	0	-0.001	0.002
O	-0.454	-0.613	15.562	0	0	0.001
O	-3.448	-3.511	10.938	-0.001	0.004	0.005
O	-1.438	-4.473	12.497	0	0	0.002
O	5.508	1.745	14.175	0	-0.001	0.002
O	9.077	-10.425	19.203	0.001	0	-0.001
O	1.429	-10.679	20.204	-0.002	0.001	0.001
O	-1.315	2.563	9.715	0.002	0	0.001
O	4.175	-7.534	14.51	0	0	0.001
O	6.228	-3.413	23.567	-0.002	0	0
O	3.612	3.844	11.409	0	-0.002	0.002
O	7.691	-4.286	12.233	0	0	0
O	3.338	1.701	17.624	0	-0.001	-0.001
O	6.045	-4.304	16.85	0	0	0
O	-0.658	-5.405	14.915	0	-0.001	0
O	2.107	-9.844	17.616	0.001	0	0
O	4.289	-4.958	14.88	-0.001	0	-0.001
O	11.168	-2.532	16.781	0	-0.001	0
O	1.362	-1.544	13.826	-0.002	0.001	0.005
O	9.991	-4.098	20.814	0	0	-0.002
O	4.566	-9.573	12.891	0	0	0
O	3.957	-10.913	19.361	-0.001	0	-0.002
O	-0.515	-8.988	20.762	0	0	-0.002
O	12.319	-0.497	15.554	0	0.001	0
O	3.438	-5.991	12.497	-0.002	0	0.001
O	7.775	-2.23	16.979	0	0.002	0
O	-1.605	0.609	18.62	0.001	0.001	-0.002
O	11.261	-5.096	17.245	0	0	0
O	9.697	-7.188	16.692	0	0.001	0.001
O	4.256	-6.426	19.167	0.001	-0.004	-0.001

Results
free energy: -281413.895 eV
free energy less fixed offsets of O -568.88, Si -635.61 eV per atom: -12.055 eV

The program warned: the cutoff lies below the one the program advises for these potential files; the forces do not sum to zero within the program's tolerance; the exchange-correlation potential is rough where the density is thin.
